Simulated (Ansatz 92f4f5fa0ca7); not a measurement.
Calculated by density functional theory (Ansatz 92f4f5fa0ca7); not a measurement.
Periodic cell of 223 atoms, Si133O90, from a study of silicon, its oxide and their interface. The atomic structure is a simulated model.
Doubt: the cutoff is far below the 930 eV that the study's wrapper takes by default for these files, so forces and energies are approximate.
This geometry differs little from another in the collection (a relaxation step or a small displacement).

Settings
functional: PBE
potential files: Ansatz PAW
basis: plane waves
wave-function cutoff: 580 eV
density cutoff ratio: 5
exchange-correlation grid ratio: 1
k mesh: 1 x 1 x 1, Gamma-centred
self-consistency stop: 5e-08 eV per atom in the density residual
occupations: fixed
spin: none
net charge: 0

Cell vectors (angstrom)
a 10.938 0 0
b 0 10.938 0
c 0 0 32.326

Atoms and the computed forces on them: element, x, y, z (angstrom), force x, y, z (eV/angstrom)
Si 0.4657 -0.5569 24.7612 -0.0241 0.0332 0.0829
Si 5.561 -0.2803 24.9146 0.0082 -0.0016 0.0114
Si 2.574 2.9497 24.9341 0.0157 -0.0257 0.0543
Si 8.0606 2.96 24.6731 -0.006 0.0096 0.0088
Si 0.346 5.2284 24.835 -0.005 0.0153 -0.0164
Si 4.8433 6.0236 24.8217 0.0566 -0.0353 0.047
Si 2.7114 8.2319 25.3142 -0.0082 -0.0011 -0.0448
Si 7.947 8.5586 24.7109 -0.0072 -0.008 0.0343
Si 1.3728 1.2744 26.0874 0.002 -0.0183 -0.0265
Si 6.7836 1.4462 26.0304 0.0028 0.0034 -0.0008
Si 4.0651 4.222 26.2049 0.0198 0.0005 -0.0196
Si 9.5642 4.1255 26.084 -0.025 0.0107 -0.0094
Si 1.2756 6.7767 26.3504 -0.0022 0.0144 0.0134
Si 6.7736 6.8937 26.0008 -0.0166 -0.0119 -0.0148
Si 4.171 9.5954 26.4567 0.0061 0.0035 0.0032
Si 9.5811 9.5795 26.0922 0.0381 -0.0081 -0.0185
Si 2.7164 0.0518 27.5994 -0.0023 0.0262 0.0226
Si 8.1978 0.0644 27.4596 0.0031 0.0032 0.0102
Si -0.0177 2.7005 27.4723 0.0183 -0.0193 0.025
Si 5.4572 2.7767 27.4999 -0.0113 0.0029 0.0107
Si 2.7114 5.4706 27.6346 -0.016 -0.0209 0.0336
Si 8.1711 5.5049 27.4486 -0.0005 0.0088 0.0137
Si -0.0845 8.2233 27.5719 -0.022 0.0068 0.0146
Si 5.5427 8.1477 27.6085 0.0092 -0.008 0.014
Si 4.1018 1.3673 28.9078 0.0837 0.535 0.1386
Si 9.5708 1.3673 28.9078 -0.0916 0.0832 -0.2335
Si 1.3673 4.1018 28.9078 -0.3125 -0.5407 0.1259
Si 6.8362 4.1018 28.9078 0.1187 0.1692 -0.3824
Si 4.1018 6.8362 28.9078 0.1617 -0.0715 0.4915
Si 9.5708 6.8362 28.9078 -0.6064 -0.0972 0.0458
Si 1.3673 9.5708 28.9078 -0.1956 0.0106 0.0515
Si 6.8362 9.5708 28.9078 0.505 0.2341 -0.0552
Si 0 0 30.275 -0.0201 -0.0678 0.0022
Si 5.469 0 30.275 0.0609 0.0328 -0.0681
Si 2.7345 2.7345 30.275 0.0119 0.007 0.0426
Si 8.2035 2.7345 30.275 0.0781 0.0105 -0.047
Si 0 5.469 30.275 -0.0817 -0.1574 -0.0545
Si 5.469 5.469 30.275 -0.0923 0.0065 0.0318
Si 2.7345 8.2035 30.275 0.078 -0.0127 -0.0279
Si 8.2035 8.2035 30.275 0.0685 0.0567 0.0473
Si 1.3673 1.3673 31.6423 0.0596 0.0239 -0.0203
Si 6.8362 1.3673 31.6423 -0.0557 -0.0136 -0.0259
Si 4.1018 4.1018 31.6423 -0.0055 -0.0114 0.0004
Si 9.5708 4.1018 31.6423 -0.0129 0.0714 -0.0017
Si 1.3673 6.8362 31.6423 0.025 0.0251 -0.0392
Si 6.8362 6.8362 31.6423 -0.033 0.0184 -0.0247
Si 4.1018 9.5708 31.6423 -0.0706 0.0271 -0.0253
Si 9.5708 9.5708 31.6423 0.0028 -0.0382 0.0002
Si 2.7345 0 0.6835 0.0466 -0.0445 0.0169
Si 8.2035 0 0.6835 0.0049 0.0113 -0.0116
Si 0 2.7345 0.6835 -0.0051 -0.0284 0.0293
Si 5.469 2.7345 0.6835 0.0055 -0.0025 0.0261
Si 2.7345 5.469 0.6835 0.0002 0.0201 0.0016
Si 8.2035 5.469 0.6835 0.0392 -0.0312 0.0067
Si 0 8.2035 0.6835 0.0208 0.0168 0.0305
Si 5.469 8.2035 0.6835 -0.0124 -0.0499 0.0317
Si 4.1018 1.3673 2.0507 -0.1166 -0.0224 -0.0303
Si 9.5708 1.3673 2.0507 -0.0148 -0.052 0.0321
Si 1.3673 4.1018 2.0507 0.1287 0.0821 0.0361
Si 6.8362 4.1018 2.0507 -0.0995 0.0419 -0.0399
Si 4.1018 6.8362 2.0507 -0.0311 -0.0081 0.0487
Si 9.5708 6.8362 2.0507 -0.0876 -0.0389 -0.0192
Si 1.3673 9.5708 2.0507 0.0281 -0.0342 -0.0037
Si 6.8362 9.5708 2.0507 0.0975 0.1535 0.0388
Si 0 0 3.418 -0.2801 -0.1658 -0.1403
Si 5.469 0 3.418 0.4225 0.2803 0.1201
Si 2.7345 2.7345 3.418 0.1306 -0.1458 -0.4408
Si 8.2035 2.7345 3.418 -0.0267 -0.0208 0.4493
Si 0 5.469 3.418 -0.327 -0.0391 0.302
Si 5.469 5.469 3.418 0.2481 -0.2218 -0.4914
Si 2.7345 8.2035 3.418 -0.2405 0.0262 -0.1028
Si 8.2035 8.2035 3.418 0.3521 -0.0717 0.083
Si 1.3043 1.4177 4.727 -0.0655 0.0053 -0.0344
Si 6.8912 1.3471 4.8827 -0.0013 0.0204 -0.0062
Si 4.1933 4.0161 4.7191 0.023 0.0332 -0.017
Si 9.5462 4.0992 4.8616 -0.0122 -0.0009 -0.0155
Si 1.3422 6.8495 4.7884 0.0386 0.0111 -0.0064
Si 6.864 6.7942 4.7467 -0.0391 -0.0221 -0.0245
Si 4.1252 9.565 4.7276 -0.016 -0.008 -0.0004
Si 9.6234 9.5336 4.8404 0.0309 0.0375 0.0026
Si 2.826 0.1509 5.9431 0.1432 0.0981 0.0601
Si 8.2271 -0.1093 6.2822 -0.0312 -0.0475 0.0415
Si -0.0675 2.6513 6.2288 0.0147 -0.0153 0.0324
Si 5.5962 2.8325 6.2616 -0.0143 -0.0406 0.0061
Si 2.7148 5.3357 5.91 -0.0018 -0.0186 0.0493
Si 8.2267 5.5491 6.2551 0.0084 -0.0024 -0.005
Si 0.131 8.2425 6.3229 -0.0562 -0.0067 0.0218
Si 5.4082 8.0967 6.0244 0.0327 -0.0082 0.058
Si 3.8504 1.7426 7.358 0.0102 -0.0907 -0.1061
Si 9.9496 0.9053 7.6101 0.0469 0.0128 -0.0584
Si 1.5821 3.8892 7.3461 0.0008 0.0068 -0.0495
Si 6.5745 4.5403 7.6695 -0.0148 0.0126 -0.0217
Si 4.142 6.5248 7.2628 0.0633 0.0164 -0.1055
Si 9.331 7.1757 7.615 0.0042 0.0342 -0.0287
Si 1.5396 9.9144 7.4393 0.032 -0.0634 0.0487
Si 6.8684 9.2025 7.4491 -0.0573 0.0186 -0.0934
O 10.9777 5.8884 23.355 -0.01 -0.0009 -0.0199
O 4.5254 0.0356 23.6722 -0.0217 0.016 -0.0287
O 8.0536 8.1768 8.0409 0.0177 -0.0042 0.0095
O 2.7173 2.8152 7.8889 -0.0242 0.0085 0.0166
O 7.1558 4.0678 23.8428 -0.0088 0.0113 -0.0102
O 1.6758 9.2615 24.5101 0.0119 -0.0101 -0.0028
O 5.3216 5.5784 7.9218 -0.0076 -0.0018 0.0372
O 0.343 -0.0422 8.0226 -0.0621 0.0285 0.0243
O 7.0406 4.2068 9.2225 0.0257 -0.0102 0.0215
O 5.7179 9.6742 8.5637 0.0058 0.0334 0.0164
O 9.9872 6.5199 8.9805 0.0298 -0.0418 0.0334
O 2.8802 9.5903 8.7772 0.1139 0.2411 -0.0562
O 4.3061 0.9491 8.7181 0.0017 0.0288 -0.0063
O 1.0222 4.716 8.6428 -0.0265 0.025 0.0248
O 9.2808 1.2945 9.0516 -0.0068 0.0083 0.0499
O 3.0623 7.0356 8.3685 -0.1827 0.271 0.3628
O 7.3842 6.2263 22.2122 0.0147 0.01 0.0143
O 8.8716 2.1352 23.4973 0.02 0.0001 -0.0278
O 5.0919 5.4967 23.2874 0.0073 -0.0114 -0.0255
O 3.3157 2.4062 23.5643 0.0174 -0.015 -0.0254
O 10.9124 -0.2518 23.2159 0.0027 0.0064 -0.0523
O 3.7292 7.2105 24.4815 -0.0236 0.0266 -0.0042
O 1.4408 4.0515 24.4801 -0.0153 -0.0069 -0.0114
O 6.7495 9.6537 24.3411 -0.0148 0.0095 0.0037
Si 14.6236 1.0593 22.7275 -0.0106 -0.0032 0.003
Si -1.2935 2.5804 22.128 -0.0007 0.0064 -0.002
Si 0.7086 11.5316 22.0148 0.0139 -0.0183 0.0086
Si 11.5871 0.7372 14.9192 -0.0057 0.0012 -0.0083
Si 5.7286 -0.6819 11.9277 -0.1312 -0.0449 -0.1017
Si 11.6417 15.7317 12.6 -0.0272 -0.0142 0.0132
Si 9.3434 1.5243 10.6731 -0.0319 0.0088 -0.0115
Si 5.2644 4.0261 19.9534 0.0082 -0.0031 -0.0076
Si 9.7948 8.0251 13.4496 -0.0112 0.0085 0.0068
Si 10.3829 -2.978 16.4066 -0.0109 0.0059 -0.0119
Si 10.7968 5.2448 9.6318 -0.0304 0.0058 -0.0236
Si -0.3 5.4415 21.8132 -0.0063 0.0221 -0.0085
Si 8.5049 -1.2902 11.4339 -0.0274 0.0166 0.0205
Si 8.7734 5.0243 13.1571 -0.0187 -0.007 0.0025
Si 7.2152 3.5156 15.5389 0.0008 -0.0076 -0.0277
Si 12.2483 6.0329 15.3201 -0.0032 0.0013 0.005
Si 5.6722 5.648 17.2935 0.0029 -0.0057 -0.0102
Si 4.4129 10.3685 9.2626 -0.0636 -0.1974 -0.0217
Si 13.3976 1.4446 18.6536 0.0084 -0.0036 -0.0137
Si 9.6582 0.7519 19.8077 0.0078 0.0023 -0.0162
Si -1.1279 2.2484 16.9327 0.0029 -0.0034 -0.0024
Si 12.6036 9.8619 17.1577 0.005 0.0133 -0.0089
Si 5.1524 1.1009 20.0049 -0.0062 0.0039 -0.0119
Si 3.5628 7.7269 16.3954 0.009 0.0011 -0.0102
Si 13.0095 4.103 19.9875 -0.0087 0.0078 -0.0167
Si -3.6144 9.6558 19.7213 0.0064 -0.0102 -0.0223
Si 8.3963 7.4329 21.8436 -0.0009 -0.0172 0.0067
Si 2.5288 2.395 13.349 0.0028 -0.0184 0.0136
Si 5.6217 -1.4609 14.8013 0.0116 0.0057 -0.0275
Si 2.7815 8.0097 9.6783 0.4745 -0.4165 0.26
Si -3.5751 -2.6617 16.9748 -0.007 0.0104 -0.0144
Si 0.7875 11.5891 11.9734 -0.0068 0.0012 0.0092
Si 6.4835 4.9633 22.6472 -0.0102 0.0205 -0.0056
Si 1.5635 -7.1524 17.1648 -0.0101 -0.0003 -0.0089
Si 11.1436 8.7977 10.9305 -0.0573 0.0364 0.0298
Si 5.3907 1.3901 14.0453 0.0199 -0.0076 -0.0142
Si 8.1349 4.0489 10.4177 -0.0037 -0.0019 0.0135
O 8.1302 2.5468 11.0366 0.0113 -0.0179 -0.0184
O 5.63 -1.7184 13.1859 0.0128 -0.002 0.048
O 9.8216 1.5434 18.4024 -0.0007 0.0141 -0.009
O 3.67 -6.6661 20.3281 -0.0044 -0.0014 0.0145
O -1.3632 8.9306 10.4077 0.0205 -0.0081 -0.0176
O 0.0798 0.1784 20.5596 -0.021 0.003 -0.0049
O 1.1297 7.9913 9.8631 0.074 -0.0162 -0.0313
O 15.0311 2.3647 13.789 -0.0039 0.0072 -0.0051
O 17.8933 -1.2381 10.9875 0.0305 0.0129 -0.0086
O 12.5019 0.1429 18.2446 -0.001 -0.0115 0.0047
O 10.9313 6.4174 16.2363 0.0065 -0.0032 0.0067
O 10.2854 -2.3681 14.8952 0.0043 0.0001 0.0108
O 7.8865 4.4305 14.3689 -0.0044 -0.0108 0.0153
O 13.2313 12.1638 12.2241 0.0049 0.0125 -0.0044
O 6.7744 6.7698 16.9334 0.0003 0.0008 0.0121
O 11.1007 11.1739 13.4397 0.0042 -0.0014 0.0034
O 12.9328 4.6562 15.8646 -0.0044 0.0024 0.0089
O 19.6694 -0.5252 19.4878 -0.0015 -0.0011 0.0221
O 0.2843 13.0967 22.2803 -0.0049 0.0058 0.0154
O 5.9482 0.8022 12.6174 -0.0006 0.013 0.0109
O 5.6677 2.5314 19.3844 0.0005 -0.0008 0.0123
O -1.979 1.7849 20.8781 -0.0039 -0.0179 0.0028
O 5.0985 0.0864 15.0168 -0.0016 0.0039 0.0107
O 7.9751 5.0574 11.7007 0.0079 0.0076 0.0124
O 12.5228 2.0606 14.6512 0.0007 0.0016 0.0026
O 6.1534 4.1369 21.3062 -0.0101 -0.0076 0.0005
O 1.749 4.7143 18.5062 -0.0024 -0.0021 -0.0103
O 0.8868 10.2744 11.0355 0.0033 -0.0065 -0.0087
O 3.8673 0.737 19.069 -0.0075 0.0018 0.0128
O 11.3302 8.874 17.3568 0.0018 -0.0027 0.0125
O 11.4701 5.4648 11.1072 0.0375 0.0029 0.035
O 10.8759 12.7714 11.184 0.0153 0.0004 -0.0099
O 3.0121 -2.0017 17.3717 -0.0022 -0.0015 0.0118
O 6.0557 4.3683 16.3349 0.0036 -0.0033 0.0036
O -2.2491 8.1792 23.2819 0.0089 -0.0171 -0.0425
O 0.9908 16.859 13.7386 0.0102 0.0001 -0.0033
O 10.1675 4.1506 12.9886 0.0084 0.0066 -0.0083
O 5.7182 5.1294 18.8435 0.0003 0.0104 -0.0022
O 9.5838 4.1822 21.8526 -0.0024 -0.0099 0.0224
O 4.2129 6.395 17.1059 -0.0046 0.0083 0.0074
O 3.7825 7.9663 10.8604 -0.4502 0.0008 -0.5977
O 4.5087 -0.4488 10.8641 0.0909 0.0797 0.1268
O 7.634 8.4732 20.826 -0.0126 0.0231 0.0027
O 1.8483 2.4381 19.8547 0.0007 -0.0035 0.01
O 8.9504 -2.9024 17.1313 0.0083 -0.0006 0.0112
O -1.1517 6.7452 21.2283 0.0043 -0.0038 0.015
O -2.3389 -1.9535 12.9087 0.0178 -0.0128 0.0014
O 8.9809 0.2395 11.5708 0.0091 -0.0062 -0.0086
O -0.6598 12.083 15.8124 0.0041 -0.0001 0.0074
O 4.6254 8.3744 15.3937 -0.0054 -0.0053 0.0073
O 8.3646 2.9159 16.5567 -0.0044 0.0024 0.0043
O 2.3285 -3.6656 15.4599 -0.0046 -0.005 -0.0027
O -4.7431 10.7884 20.1148 0.0025 0.0016 0.0193
O 9.6251 4.1198 9.736 0.0055 0.0122 -0.0144
O 13.4692 2.4599 17.354 -0.0037 0.009 0.0042
O 2.3213 0.3751 22.1257 -0.0066 0.0018 0.0114
O 11.0467 8.102 12.3968 0.0128 -0.0141 0.0009
O 6.52 2.2624 14.7927 0.0041 0.0223 0.0167
O -1.7968 6.5462 13.5681 0.0021 0.0023 -0.0035
O -0.0135 3.427 17.002 0.0116 -0.0029 0.0155
O 11.9953 4.9231 21.01 0.0234 -0.0133 0.0058
O 4.6616 1.4639 21.5116 0.0186 0.0032 -0.0118
O 7.0176 -1.7623 15.639 -0.001 -0.0018 0.0128
O 12.504 -0.3959 15.666 0.0002 0.0018 0.0032
O 6.8007 -1.9288 18.323 0.0012 -0.0083 -0.0009
O 12.9205 3.7825 12.6767 0.0022 0.012 -0.0182

Results
free energy: -135731.510 eV
free energy less fixed offsets of O -568.88, Si -635.61 eV per atom: 3.820 eV

The program warned: the cutoff lies below the one the program advises for these potential files; the forces do not sum to zero within the program's tolerance; the exchange-correlation potential is rough where the density is thin.
